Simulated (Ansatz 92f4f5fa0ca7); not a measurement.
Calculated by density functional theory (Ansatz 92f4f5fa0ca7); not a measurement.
Periodic cell of 228 atoms, Si134O93H1, from a study of silicon, its oxide and their interface. The atomic structure is a simulated model.
Doubt: the cutoff is far below the 930 eV that the study's wrapper takes by default for these files, so forces and energies are approximate.
This geometry differs little from another in the collection (a relaxation step or a small displacement).

Settings: functional PBE; potential files Ansatz PAW; basis plane waves; wave-function cutoff 580 eV; density cutoff ratio 5; exchange-correlation grid ratio 1; k mesh 1 x 1 x 1, Gamma-centred; self-consistency stop 5e-08 eV per atom in the density residual; occupations fixed; spin none; net charge -1 e, with a uniform compensating background and no finite-size correction.

Cell vectors (angstrom)
a, 10.938, 0, 0
b, 0, 10.938, 0
c, 0, 0, 32.2989

Atoms: element, x, y, z (angstrom)
Si, 0.3059, -0.5142, 24.999
Si, 5.7862, -0.0935, 25.0329
Si, 2.7607, 2.5103, 24.7094
Si, 8.0399, 2.865, 24.6537
Si, -0.0791, 5.7295, 24.653
Si, 5.6811, 4.9837, 24.7612
Si, 2.764, 8.4495, 24.8143
Si, 7.969, 8.4668, 24.9934
Si, 1.2676, 1.3585, 26.1172
Si, 7.0209, 1.4304, 26.2414
Si, 4.1635, 3.8554, 26.1246
Si, 9.5433, 4.2075, 25.9894
Si, 1.5754, 6.744, 26.0311
Si, 6.7708, 6.7184, 26.0509
Si, 4.1046, 9.7062, 26.2345
Si, 9.6783, 9.3607, 26.3461
Si, 2.6807, 0.0773, 27.5446
Si, 8.3106, -0.0541, 27.5587
Si, -0.0653, 2.789, 27.45
Si, 5.5401, 2.6595, 27.5745
Si, 2.8345, 5.3558, 27.4674
Si, 8.1817, 5.4675, 27.4803
Si, 0.158, 8.0102, 27.5628
Si, 5.4544, 8.1807, 27.4813
Si, 4.1018, 1.3673, 28.8806
Si, 9.5708, 1.3673, 28.8806
Si, 1.3673, 4.1018, 28.8806
Si, 6.8362, 4.1018, 28.8806
Si, 4.1018, 6.8362, 28.8806
Si, 9.5708, 6.8362, 28.8806
Si, 1.3673, 9.5708, 28.8806
Si, 6.8362, 9.5708, 28.8806
Si, 0, 0, 30.2479
Si, 5.469, 0, 30.2479
Si, 2.7345, 2.7345, 30.2479
Si, 8.2035, 2.7345, 30.2479
Si, 0, 5.469, 30.2479
Si, 5.469, 5.469, 30.2479
Si, 2.7345, 8.2035, 30.2479
Si, 8.2035, 8.2035, 30.2479
Si, 1.3673, 1.3673, 31.6151
Si, 6.8362, 1.3673, 31.6151
Si, 4.1018, 4.1018, 31.6151
Si, 9.5708, 4.1018, 31.6151
Si, 1.3673, 6.8362, 31.6151
Si, 6.8362, 6.8362, 31.6151
Si, 4.1018, 9.5708, 31.6151
Si, 9.5708, 9.5708, 31.6151
Si, 2.7345, 0, 0.6835
Si, 8.2035, 0, 0.6835
Si, 0, 2.7345, 0.6835
Si, 5.469, 2.7345, 0.6835
Si, 2.7345, 5.469, 0.6835
Si, 8.2035, 5.469, 0.6835
Si, 0, 8.2035, 0.6835
Si, 5.469, 8.2035, 0.6835
Si, 4.1018, 1.3673, 2.0507
Si, 9.5708, 1.3673, 2.0507
Si, 1.3673, 4.1018, 2.0507
Si, 6.8362, 4.1018, 2.0507
Si, 4.1018, 6.8362, 2.0507
Si, 9.5708, 6.8362, 2.0507
Si, 1.3673, 9.5708, 2.0507
Si, 6.8362, 9.5708, 2.0507
Si, 0, 0, 3.418
Si, 5.469, 0, 3.418
Si, 2.7345, 2.7345, 3.418
Si, 8.2035, 2.7345, 3.418
Si, 0, 5.469, 3.418
Si, 5.469, 5.469, 3.418
Si, 2.7345, 8.2035, 3.418
Si, 8.2035, 8.2035, 3.418
Si, 1.3804, 1.356, 4.7716
Si, 6.7772, 1.415, 4.8131
Si, 4.0806, 4.1248, 4.7936
Si, 9.5664, 4.1249, 4.7708
Si, 1.3287, 6.8783, 4.8151
Si, 6.7763, 6.9128, 4.6889
Si, 4.0274, 9.6444, 4.8335
Si, 9.5171, 9.6334, 4.7895
Si, 2.6555, 0.0474, 6.3101
Si, 8.172, 0.1181, 6.1904
Si, 0.0636, 2.7777, 6.0855
Si, 5.3966, 2.7479, 6.2269
Si, 2.7381, 5.5393, 6.165
Si, 8.1563, 5.5774, 5.9889
Si, -0.0578, 8.2751, 6.1673
Si, 5.468, 8.2898, 6.0953
Si, 3.7646, 1.6776, 7.6494
Si, 9.8146, 1.2961, 7.4425
Si, 1.5613, 3.9702, 7.4582
Si, 6.6208, 4.4535, 7.3119
Si, 4.3948, 6.6845, 7.4134
Si, 9.1784, 7.1709, 7.3794
Si, 0.9723, 9.8591, 7.5986
Si, 6.9849, 9.4589, 7.4732
O, 5.4829, 5.5225, 7.8388
O, -0.2229, 0.0041, 7.8918
O, 2.7172, 2.9108, 8.0121
O, 8.0916, 8.3097, 7.8968
O, 1.5077, 9.4562, 24.3408
O, 6.8487, 3.9373, 24.16
O, 6.7776, 9.562, 25.0689
O, 0.142, 4.8257, 23.2934
O, 6.2594, 10.022, 8.8562
O, 0.6697, 4.7391, 8.5972
O, 1.3672, 9.1513, 9.0109
O, 7.4941, 4.082, 8.6468
O, 9.6246, 6.4471, 8.7644
O, 4.3879, 0.9927, 9.0283
O, 3.9561, 7.4006, 8.8253
O, 9.3788, 2.1812, 8.7635
O, 5.6844, 0.3664, 23.4367
O, 8.5699, 1.9663, 23.3256
O, 10.3056, 7.111, 23.9064
O, 4.7154, 5.4741, 23.5007
O, 8.274, 8.5393, 23.3745
O, 2.3258, 3.5146, 23.45
O, 3.7789, 7.9397, 23.5781
O, 10.1594, -0.1377, 23.8185
Si, 6.4342, 12.217, 15.5696
Si, -2.6506, 7.9258, 14.0897
Si, 7.4814, 4.0954, 16.737
Si, -0.4226, 3.7086, 19.9359
Si, 14.2747, 2.2178, 13.1397
Si, 3.1049, 3.8264, 17.9835
Si, 3.687, 7.4652, 15.0069
Si, 4.3187, 0.8242, 22.6752
Si, 1.3255, 5.9789, 14.0234
Si, 4.3809, -0.7194, 20.2315
Si, 4.7502, 2.2242, 20.0925
Si, 7.993, 2.7454, 9.4183
Si, 9.4755, 3.7247, 11.728
Si, 10.7923, 5.7146, 9.6206
Si, 2.8805, 4.4937, 11.6195
Si, 5.6366, 8.0137, 12.7016
Si, 9.8994, 1.1089, 22.8214
Si, 1.3145, 8.4109, 10.4502
Si, 9.9601, -1.0435, 20.5646
Si, 3.4223, 1.61, 15.9539
Si, 7.2413, 6.5106, 21.0949
Si, 16.5356, 0.2434, 12.7706
Si, 0.075, -2.1269, 13.1332
Si, 9.4945, 5.0436, 14.5753
Si, -9.8157, 2.1436, 11.2474
Si, 3.5314, 7.3148, 19.735
Si, 1.8222, 9.8923, 15.445
Si, 0.8667, 6.045, 18.639
Si, 7.5388, 3.6703, 19.8437
Si, 7.9144, -1.2706, 16.626
Si, 0.883, 3.5258, 22.6836
Si, 5.0658, 5.9965, 17.275
Si, 7.1459, 9.0835, 19.4758
Si, 3.9473, 7.1918, 10.4434
Si, 9.4394, 7.6856, 22.6415
Si, 4.589, 6.8546, 22.6367
Si, 5.8484, 0.4972, 9.5866
Si, 10.8647, -2.0327, 17.7818
O, 10.0215, 0.4328, 21.3202
O, 4.4906, 7.2686, 13.6058
O, 11.1449, 2.1117, 23.0933
O, 6.9375, -1.7004, 17.872
O, 3.5561, 8.9603, 19.594
O, 0.0699, 7.2426, 17.8174
O, 8.1295, 3.1293, 10.9882
O, 4.4836, 2.1327, 21.7107
O, 1.8079, 3.6456, 10.7686
O, 13.2636, 0.4675, 15.6548
O, 5.9246, -1.2087, 20.3225
O, 2.0936, 5.2245, 12.8453
O, 2.831, 8.2292, 11.0385
O, 3.9862, 3.4502, 12.2634
O, 16.5538, -1.3458, 13.0722
O, 3.7511, 6.7618, 21.2524
O, 1.7988, 1.9625, 12.7749
O, -14.2738, 8.738, 15.332
O, -9.6468, 1.0301, 10.1868
O, 3.7966, -0.4201, 21.7403
O, 3.1363, 8.9836, 15.1368
O, 11.7052, -1.106, 14.206
O, 6.4926, 11.9576, 13.9347
O, 3.3152, 1.164, 23.9107
O, 4.0933, -10.1432, 12.9146
O, 6.1402, 7.1215, 22.1564
O, -12.4811, 8.8727, 13.3553
O, -0.8895, 4.9839, 10.8558
O, 7.9025, 3.7486, 18.2666
O, 6.3575, 2.5346, 19.9509
O, 14.4434, 2.6539, 14.7134
O, 4.3652, 11.6769, 19.4524
O, 7.1267, 7.4689, 13.0503
O, -2.2282, 6.4715, 21.822
O, -2.0896, 4.3515, 15.9006
O, 2.0015, 6.8772, 19.4449
O, 2.4348, 6.4237, 15.1443
O, 13.7339, 2.4163, 17.2404
O, 9.4633, -1.546, 17.0869
O, 6.8985, 1.611, 9.0793
O, 4.7098, 7.1764, 16.2325
O, 19.9284, 6.5834, 14.6381
O, 4.1789, 4.6458, 17.0953
O, -1.9289, 3.3984, 20.5545
O, 10.531, 13.4695, 11.7854
O, 7.3075, -3.4386, 19.804
O, 0.4017, 9.1596, 11.5772
O, 0.8218, 6.8679, 10.2166
O, 4.6658, 6.6222, 18.7602
O, 15.8645, 11.9108, 16.1803
O, 3.6644, 5.6174, 10.741
O, 6.5765, 5.4717, 16.9185
O, 10.2587, -2.2732, 21.6234
O, 1.7324, 4.743, 18.0367
O, 7.5524, 11.2286, 16.2694
O, 9.0366, 4.2816, 13.2112
O, 0.0186, 9.612, 19.2827
O, 3.8011, 14.3322, 19.4274
O, 5.3545, 18.593, 11.1384
O, 6.9035, 5.0174, 20.536
O, 1.1471, -1.5091, 16.8582
O, 0.1893, 5.0374, 14.7275
O, 0.6095, -3.6312, 13.4311
O, 8.4532, 9.8782, 19.9823
O, 6.0319, 0.424, 11.204
O, 6.7445, 2.8363, 15.9916
O, 0.7814, 3.5968, 21.0663
O, 10.6035, 5.283, 19.4453
O, -0.2083, 2.5841, 18.7795
H, 0.4793, 2.7114, 18.1081

Results
free energy: -138085.528 eV
free energy less fixed offsets of H -15.97, O -568.88, Si -635.61 eV per atom: 8.022 eV

Forces (eV/angstrom), in the order of the atoms: element, x, y, z
Si, -0.0007, 0.0005, -0.0028
Si, 0.0201, -0.0151, -0.0125
Si, 0.0034, -0.0044, -0.0089
Si, -0.0023, -0.0017, -0.0086
Si, 0.0005, 0.0017, -0.0135
Si, -0.0019, -0.0037, -0.0066
Si, 0.0016, -0.0011, -0.0064
Si, -0.0115, 0.012, -0.0047
Si, 0.0004, -0.0005, 0.0024
Si, 0.0017, 0.0003, 0.002
Si, -0.0007, -0.0003, 0.0011
Si, 0, 0.0008, 0.0058
Si, 0.0006, -0.0006, 0.0031
Si, 0.0013, 0.0031, 0.0036
Si, -0.001, -0.0015, 0.0039
Si, -0.0004, 0, 0.0017
Si, -0.0013, 0.0003, 0.0002
Si, -0.0014, -0.0019, -0.0037
Si, 0.0004, -0.0006, 0.0002
Si, 0.0009, 0.0003, -0.0002
Si, -0.0001, 0, -0.0004
Si, -0.0009, -0.0009, 0.0003
Si, 0.001, -0.0003, 0.0006
Si, 0.0015, 0.0028, -0.0028
Si, 0.024, -0.1183, 0.4523
Si, 0.2088, 0.334, 0.1458
Si, -0.0501, -0.0867, -0.4205
Si, 0.0939, 0.1313, 0.176
Si, 0.0701, -0.2383, -0.2046
Si, 0.1037, -0.575, 0.1145
Si, 0.0885, -0.1483, 0.0973
Si, 0.0184, -0.2252, -0.2004
Si, -0.0031, 0.0491, -0.0174
Si, -0.1381, -0.0448, 0.0069
Si, 0.0306, 0.0062, -0.0036
Si, -0.0232, 0.0078, 0.0178
Si, -0.1886, -0.0287, 0.0329
Si, 0.0245, 0.0507, -0.0005
Si, -0.0143, 0.0669, -0.0031
Si, 0.0064, 0.1151, -0.0465
Si, 0.0709, -0.0833, -0.0097
Si, 0.0535, 0.0334, -0.0414
Si, 0.003, 0.0488, -0.0088
Si, 0.0995, -0.0715, -0.0088
Si, -0.0344, 0.0028, -0.0431
Si, 0.0164, -0.0667, -0.0164
Si, 0.0956, -0.0891, -0.0075
Si, -0.0224, 0.0086, -0.0082
Si, -0.0264, 0.0399, 0.0243
Si, -0.0871, 0.0419, 0.0239
Si, -0.0961, 0.0332, 0.0171
Si, -0.0277, -0.0479, 0.0057
Si, -0.0248, 0.0561, 0.0151
Si, -0.0073, 0.0278, 0.0142
Si, 0.0249, 0.0061, 0.0096
Si, -0.015, 0.0798, 0.0308
Si, 0.0638, 0.0392, -0.0093
Si, 0.0834, -0.0504, 0.0235
Si, 0.0304, -0.0305, 0.0173
Si, 0.0384, 0.0304, -0.0039
Si, 0.0423, -0.1083, 0.0114
Si, 0.0306, 0.0327, 0.0108
Si, -0.0293, -0.0369, -0.0008
Si, 0.0901, -0.0664, 0.0076
Si, -0.0884, -0.011, -0.0758
Si, -0.2456, 0.143, 0.2469
Si, 0.1018, 0.0018, -0.0626
Si, -0.1801, 0.0297, 0.1384
Si, 0.0866, 0.1579, 0.0014
Si, -0.2866, -0.0912, -0.2951
Si, -0.1688, 0.2118, 0.2771
Si, 0.0913, 0.4641, -0.4051
Si, 0.0043, 0.007, -0.0134
Si, 0.0019, -0.0008, 0.0054
Si, -0.0016, -0.002, 0.0006
Si, -0.0019, 0.0032, -0.0038
Si, -0.0042, 0.0012, 0.0042
Si, 0.0005, 0.0006, -0.007
Si, 0.0022, -0.0038, -0.0036
Si, 0.0003, -0.0017, -0.0024
Si, -0.0002, 0, 0.0149
Si, -0.0011, 0.0055, -0.0095
Si, -0.0073, -0.0038, 0.0033
Si, -0.0001, 0.001, -0.0088
Si, 0.0046, 0.0055, -0.017
Si, -0.0016, -0.0023, 0.006
Si, 0.0049, 0.0022, -0.0049
Si, 0.0022, 0.0028, 0.0012
Si, -0.0139, 0.0227, 0.0147
Si, 0.006, -0.015, 0.0194
Si, 0.0111, -0.007, 0.0398
Si, -0.0004, 0.0077, 0.0113
Si, 0.01, -0.0044, 0.0326
Si, -0.0091, 0.0049, 0.0123
Si, -0.0062, -0.0014, 0.006
Si, 0.0021, -0.0078, 0.0115
O, 0.0016, 0.004, -0.004
O, 0.0042, 0.0204, -0.0072
O, -0.0063, -0.0234, -0.0172
O, 0.0028, -0.0049, -0.0012
O, 0.0004, -0.0001, -0.0009
O, 0.0016, -0.0001, -0.0009
O, -0.0083, 0.0073, -0.0095
O, -0.001, -0.0003, 0.0051
O, 0.0021, -0.0007, -0.006
O, 0.0036, -0.0017, -0.0209
O, -0.001, 0.0076, 0.0145
O, -0.0003, -0.0083, -0.0003
O, 0.0073, 0.0001, -0.0009
O, -0.0036, 0.0008, -0.0025
O, 0.0027, -0.0052, -0.0181
O, -0.0035, -0.0014, -0.0039
O, -0.0136, 0.0051, 0.0099
O, -0.0009, 0.0026, 0.004
O, 0.0053, -0.006, -0.0001
O, 0.0012, -0.0021, 0.0031
O, -0.0007, 0, 0.0062
O, -0.0027, -0.0032, 0.0017
O, -0.0026, 0.0004, 0.0022
O, 0.0006, -0.0003, 0.0001
Si, -0.0012, 0.0055, -0.0022
Si, -0.0063, -0.005, -0.0051
Si, 0.0013, -0.0008, -0.0019
Si, -0.0002, 0.0006, -0.0016
Si, -0.0089, -0.0061, -0.0135
Si, -0.0011, -0.0004, -0.0029
Si, 0.0012, 0.0006, -0.0049
Si, 0.0044, -0.0076, 0.0052
Si, 0.0237, -0.0074, -0.0166
Si, 0.0017, 0.0008, 0.0003
Si, 0.0002, -0.0004, 0.0008
Si, -0.0053, 0.0072, 0.0038
Si, 0.0332, -0.026, -0.0124
Si, -0.0043, -0.0039, 0.0055
Si, -0.0348, -0.0217, -0.0105
Si, 0.007, 0.0012, 0.0015
Si, 0.003, 0.0028, 0.0022
Si, 0.0074, -0.0397, -0.0153
Si, 0.0005, 0.0008, 0.0007
Si, -0.0034, 0.0007, -0.0153
Si, 0.0009, 0.0006, 0.0015
Si, -0.0094, -0.0144, 0.0009
Si, -0.0081, -0.0192, 0.0186
Si, -0.0004, -0.0036, -0.0137
Si, 0.0699, 0.2249, -0.1316
Si, 0.0004, -0.0002, -0.0015
Si, 0.0116, 0.0006, -0.0029
Si, 0.0008, 0.0005, -0.0038
Si, -0.0006, 0, 0.0013
Si, 0.0028, -0.0018, -0.0062
Si, -0.0016, -0.0015, 0.0059
Si, -0.0001, -0.0022, -0.0022
Si, -0.0003, -0.001, 0.0018
Si, 0.0038, -0.0161, -0.0031
Si, 0, -0.0012, 0.0015
Si, 0.0002, 0.0022, -0.0032
Si, 0.0102, 0.0008, 0.0036
Si, 0.0008, -0.0021, -0.0005
O, 0.0001, -0.001, 0.0002
O, 0.0048, 0.0061, -0.0012
O, -0.0013, 0.0032, -0.0036
O, 0.002, -0.0001, -0.0005
O, 0.0013, -0.0001, -0.0005
O, 0.001, -0.001, 0.0022
O, 0.0013, 0.0027, -0.0058
O, -0.0007, -0.0032, -0.0017
O, -0.0305, -0.0593, 0.0729
O, -0.001, -0.0048, 0.0031
O, 0.0012, -0.0006, -0.0024
O, 0.0103, -0.001, 0.0097
O, -0.0083, 0.0088, 0.0001
O, -0.0085, -0.0007, 0.0079
O, 0.0044, 0.0152, -0.0046
O, 0.0042, 0.0006, 0.0062
O, 0.0786, -0.0471, 0.0808
O, 0.0057, 0.0051, 0.0083
O, -0.0013, -0.0641, -0.0401
O, 0.0029, 0.007, 0.0062
O, -0.0071, 0.0059, 0.006
O, 0.005, -0.0005, 0.0002
O, -0.0028, -0.0024, -0.0011
O, 0.0019, 0.0054, -0.0043
O, 0.0078, 0.0081, 0.0074
O, -0.0025, -0.0004, -0.0012
O, 0.0073, 0.0016, -0.0011
O, -0.008, -0.0049, 0.0064
O, 0.0001, 0.0006, -0.0028
O, -0.0008, 0.0003, 0.0003
O, -0.001, -0.0068, -0.0025
O, 0.0006, -0.0003, 0.0011
O, -0.0102, 0.003, 0.0033
O, 0.0007, 0.0003, -0.001
O, 0.0008, -0.0001, 0.0015
O, 0, -0.0007, -0.0005
O, -0.0185, -0.0038, -0.014
O, -0.0005, 0.0009, -0.0002
O, -0.0081, 0.0024, -0.0027
O, -0.0002, -0.0025, 0.0023
O, 0, 0.0006, 0.0016
O, 0.0028, -0.0009, 0.003
O, 0.0023, 0.0028, 0.0004
O, -0.0001, 0.0001, 0.0002
O, -0.104, 0.0145, 0.004
O, -0.0001, 0.0012, 0.0008
O, 0.0081, 0.0225, -0.0119
O, 0.0009, 0.0057, -0.0012
O, 0.0004, 0, 0.0007
O, 0.0037, 0.0004, 0.0007
O, 0.0004, 0.0041, 0.0094
O, 0.0005, 0, 0.0013
O, 0.0005, 0.0005, -0.0007
O, 0, 0.0009, 0.0018
O, 0.0015, -0.0078, 0.0027
O, 0.0089, 0.0046, 0.0063
O, -0.0004, 0, 0.0005
O, 0.0012, -0.0011, 0.0005
O, -0.0017, 0.0009, 0.0025
O, 0.001, -0.0009, -0.0009
O, 0.0014, 0.0004, -0.0014
O, -0.0027, 0.0039, 0.0027
O, 0.0054, -0.006, 0.0059
O, 0.0016, -0.0011, -0.0001
O, -0.0025, -0.002, 0.0003
O, -0.0008, -0.0079, 0.0014
O, 0.0006, -0.0004, 0.0002
O, 0.0004, 0.0004, 0.0001
O, 0.0028, -0.0003, -0.0021
H, -0.0024, 0.0013, 0.0006

The program warned: the cutoff lies below the one the program advises for these potential files; the exchange-correlation potential is rough where the density is thin.
